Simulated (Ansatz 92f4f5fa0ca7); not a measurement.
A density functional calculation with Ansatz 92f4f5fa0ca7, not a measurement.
Periodic cell of 225 atoms, Si132O91P2, from a study of silicon, its oxide and their interface. The atomic structure is a simulated model.
Doubt: the cutoff is far below the 930 eV that the study's wrapper takes by default for these files, so forces and energies are approximate.
This geometry differs little from another in the collection (a relaxation step or a small displacement).

Settings
functional: PBE
potential files: Ansatz PAW
basis: plane waves
wave-function cutoff: 580 eV
density cutoff ratio: 5
exchange-correlation grid ratio: 1
k mesh: 1 x 1 x 1, Gamma-centred
self-consistency stop: 5e-08 eV per atom in the density residual
occupations: fixed
spin: none
net charge: 0

Cell vectors (angstrom)
a 10.938 0 0
b 0 10.938 0
c 0 0 31.9494

Atoms and the computed forces on them: element, x, y, z (angstrom), force x, y, z (eV/angstrom)
Si 10.6247 0.0292 24.44 -0.0023 0.0007 0.0058
Si 5.083 0.1616 24.6778 0.0002 0.0021 0.0021
Si 2.8168 2.3125 24.5352 -0.0002 0.0004 0.0035
Si 8.5752 2.4662 24.5754 0.001 0.0047 0.0022
Si 10.7152 5.6141 24.351 0.003 0.0046 0.0006
Si 5.1591 5.642 24.4551 0.003 0.0021 0.0095
Si 2.9887 7.9802 24.407 -0.0014 0.0008 0.0022
Si 8.4297 7.8572 24.4302 0.0003 0.0068 0.0018
Si 1.2986 1.1497 25.8543 -0.0033 0.0032 -0.0108
Si 6.8215 1.3567 25.7543 -0.0061 0.0019 0.0008
Si 3.9879 4.0309 25.7312 -0.0004 -0.0006 0.0003
Si 9.696 4.0468 25.863 -0.0031 -0.0007 -0.0038
Si 1.3464 6.8172 25.6801 -0.004 -0.001 0.002
Si 6.8109 6.7427 25.755 -0.0039 -0.0036 -0.0056
Si 4.0083 9.49 25.9551 0.0051 0.0022 -0.0113
Si 9.4873 9.4632 25.8206 -0.0011 -0.003 -0.0002
Si 2.643 -0.1206 27.2945 0.0059 0.007 -0.0101
Si 8.1378 -0.0508 27.1581 0.0141 0.0106 -0.0008
Si 0.0808 2.6711 27.2176 -0.0112 -0.0029 -0.0056
Si 5.4514 2.7404 27.1207 -0.0093 -0.0032 0.0039
Si 2.6713 5.429 27.1145 0.0046 0.0122 0.0069
Si 8.1928 5.384 27.1423 0.0036 0.0053 0.0026
Si 0.0139 8.1652 27.1428 -0.0016 0.0032 0.0041
Si 5.515 8.1578 27.1797 -0.0076 -0.0043 -0.0004
Si 4.0916 1.3356 28.5049 0.0115 0.0121 -0.0104
Si 9.5486 1.3345 28.5108 -0.0073 -0.0128 -0.009
Si 1.3931 4.0748 28.5684 0.0215 -0.0023 0.0181
Si 6.8165 4.0681 28.5331 -0.0016 -0.0044 0.004
Si 4.0945 6.787 28.4897 -0.0049 -0.0209 -0.013
Si 9.5609 6.79 28.4941 0.009 -0.0068 -0.0202
Si 1.3075 9.4872 28.6268 -0.029 -0.0229 0.0465
Si 6.8272 9.5404 28.568 0.0028 -0.0014 0.0171
Si -0.0253 -0.0035 29.9177 0.0048 -0.0207 -0.0116
Si 5.4652 -0.004 29.8999 -0.0019 -0.0062 -0.0015
Si 2.7662 2.713 29.9066 -0.0028 0.0245 -0.0028
Si 8.2032 2.7181 29.8913 -0.0143 0.0035 -0.0034
Si 0.0011 5.4554 29.8945 -0.0126 -0.003 -0.002
Si 5.4673 5.4558 29.8918 -0.0026 -0.0055 -0.0019
Si 2.7598 8.1568 29.9088 -0.0211 0.0208 -0.0094
Si 8.2268 8.1798 29.8933 -0.0082 0.0108 0.0012
Si 1.3673 1.3673 31.2657 0.0817 0.0592 -0.0511
Si 6.8362 1.3673 31.2657 0.0401 0.0024 -0.0129
Si 4.1018 4.1018 31.2657 0.077 -0.058 0.0725
Si 9.5708 4.1018 31.2657 -0.0767 -0.0881 -0.0714
Si 1.3673 6.8362 31.2657 0.0407 -0.133 0.0424
Si 6.8362 6.8362 31.2657 0.0441 0.005 -0.1022
Si 4.1018 9.5708 31.2657 -0.0259 -0.0413 -0.0184
Si 9.5708 9.5708 31.2657 -0.1746 -0.1212 0.142
Si 2.7345 0 0.6835 0.0079 -0.0017 -0.018
Si 8.2035 0 0.6835 -0.0133 0.0082 -0.0896
Si 0 2.7345 0.6835 0.0891 0.064 0.0425
Si 5.469 2.7345 0.6835 0.0277 -0.004 0.0451
Si 2.7345 5.469 0.6835 -0.0382 -0.0798 -0.065
Si 8.2035 5.469 0.6835 0.0903 0.0576 -0.0351
Si 0 8.2035 0.6835 0.104 0.0737 0.0327
Si 5.469 8.2035 0.6835 0.0957 0.0862 0.0621
Si 4.1175 1.3532 2.0604 0.0071 0.0008 0.0003
Si 9.6101 1.3352 2.0432 -0.0183 0.0058 0.0113
Si 1.3749 4.1146 2.0563 0.0172 -0.0019 -0.0011
Si 6.8478 4.1085 2.0328 0.0226 -0.0146 0.017
Si 4.1038 6.8321 2.0403 -0.0071 -0.0085 -0.0001
Si 9.6069 6.8182 2.0588 -0.0067 -0.0026 0.0046
Si 1.3686 9.5902 2.0504 0.0086 0.004 0.0117
Si 6.8484 9.5878 2.0474 0.0314 0.0016 0.0052
Si 0.0495 0.0189 3.4751 0.0077 0.0054 0.021
Si 5.5054 0.0082 3.4511 -0.0049 -0.0042 0.0125
Si 2.7394 2.7364 3.3982 -0.0271 0.0167 -0.0144
Si 8.2732 2.7592 3.3441 0.021 0.0123 -0.0432
Si 0.0677 5.4997 3.4768 0.0156 -0.0084 0.0262
Si 5.5037 5.4954 3.3988 -0.0063 0.0224 -0.0124
Si 2.7476 8.2271 3.3845 -0.0054 0.0053 -0.004
Si 8.2937 8.27 3.3728 -0.0021 0.0561 -0.0161
Si 1.4134 1.4186 4.8515 -0.0287 -0.0035 -0.0112
Si 6.9435 1.4312 4.7203 -0.0154 0.0042 0.0112
Si 4.1061 4.1122 4.7228 0.0004 -0.0127 0.0154
Si 9.6465 4.0491 4.7667 0.0082 0.0016 0.0041
Si 1.4117 6.9615 4.8552 -0.0344 0.0218 -0.0222
Si 6.9075 6.9367 4.6709 0.0033 -0.0295 0.0497
Si 4.1125 9.5337 4.7816 -0.0061 0.0142 0.0141
Si 9.6597 9.556 4.856 -0.0107 0.0128 -0.0285
Si 2.7772 -0.0142 6.156 0.0403 0.0022 -0.0013
Si 8.3079 0.0778 6.1029 0.0125 -0.003 0.0178
Si 0.0645 2.7821 6.2957 -0.0089 0.0024 0.0068
Si 5.5381 2.7814 6.0461 -0.01 -0.0063 0.0129
Si 2.8707 5.5928 6.0951 -0.016 0.0069 -0.022
Si 8.3108 5.5621 5.9395 -0.0307 0.0043 0.0108
Si 0.0833 8.2882 6.4014 0.0237 -0.0044 0.0077
Si 5.5298 8.1857 6.1329 -0.0521 0.0277 -0.0317
Si 4.4503 1.1305 7.3261 -0.0315 0.0107 -0.0221
Si 9.8282 1.1413 7.6337 0.002 -0.0048 -0.0739
Si 1.2503 4.5142 7.4686 -0.0294 -0.0233 -0.0167
Si 6.6801 4.4915 7.182 0.0131 -0.0235 -0.2216
P 4.3805 6.7029 7.4864 -0.0169 0.1208 0.0055
Si 9.7578 6.5897 7.5115 -0.0096 -0.0004 -0.0172
Si 1.3089 9.9294 7.7618 -0.0262 -0.023 0.0067
Si 6.7157 9.8774 7.3873 0.0018 0.0007 -0.0184
O 9.5869 1.2666 23.9923 0.0034 0.0036 0.0005
O 4.1046 6.8281 23.9458 -0.0006 0.0031 -0.0014
O 4.0117 1.264 24.0332 0.0013 0.0003 -0.0003
O 9.5457 6.7263 23.907 0.0003 -0.0002 0.004
O 0.0278 5.5322 7.9904 -0.0078 0.003 0.0058
O 5.5829 0.0523 7.8925 0.0008 -0.0004 -0.0062
O 0.0852 0.0819 8.162 0.015 -0.0138 0.0128
O 5.5845 5.5945 7.781 -0.0228 -0.0588 0.0588
O 7.5774 3.9187 8.4147 0.0665 0.002 0.1535
O 8.7553 7.0011 8.7847 -0.0034 -0.0021 0.0034
O 2.2197 9.5194 9.1295 0.0428 -0.0593 0.0456
O 8.9168 1.6813 8.9327 -0.0066 -0.0103 0.0129
O 7.6271 9.4075 8.6853 -0.0002 -0.0051 0.0039
O 3.6504 1.7907 8.596 0.008 -0.0038 -0.0131
O 2.1036 3.9921 8.7853 0.02 -0.0066 0.0152
O 8.1523 3.5239 23.3716 -0.0059 0.0018 -0.0005
O 0.4597 4.9624 22.9691 0.0014 -0.0053 -0.0032
O 1.8715 2.744 23.2564 -0.0047 0.0059 -0.0025
O 5.8378 4.9418 23.1225 0.003 -0.0021 -0.0028
O 5.5576 10.0361 23.5219 0.0041 -0.005 -0.0085
O 2.438 8.7147 23.0228 -0.0029 0.0035 0.001
O 0.1801 10.09 23.1098 0 0.0015 -0.0007
O 7.8152 8.6146 23.0881 -0.0045 0.0019 0.0019
Si 8.6236 7.7423 18.4384 -0.0014 -0.0017 -0.0078
Si 8.6798 6.3443 13.675 -0.0066 0.0031 -0.0057
Si 3.698 1.5408 14.7536 -0.0037 0.0035 -0.003
Si 2.0733 5.7907 17.6688 -0.0026 -0.0006 -0.0046
Si 2.4114 3.1859 19.5134 -0.0048 -0.0004 -0.0062
Si 9.66 9.0156 12.1569 0.0016 0.0074 0.0021
Si 1.314 9.4511 22.0944 0 0.0014 -0.0076
Si 9.0502 0.9665 13.2014 -0.0023 -0.0021 0.0024
Si 1.4495 5.1524 12.9431 -0.0115 -0.0011 0.0015
Si 1.6997 8.4228 12.9404 -0.0177 0.0231 -0.0049
Si 6.6793 9.5955 22.4461 -0.001 0.0015 -0.0023
Si 4.4342 4.6 15.7381 -0.0043 0.0029 -0.0055
Si 8.197 3.0079 9.5859 0.0099 -0.0298 0.0339
Si 0.8016 8.2913 19.2848 -0.0036 0.0058 -0.0056
Si 6.959 1.386 21.1002 -0.001 -0.0003 -0.0058
Si 8.1978 8.2573 9.6874 -0.007 0.0026 0.0168
Si 10.8863 5.2793 15.5993 -0.0006 -0.0286 -0.0015
Si 7.4659 9.5079 16.3139 -0.0029 -0.0005 -0.0049
Si 9.9205 2.1256 20.2738 -0.0023 -0.0025 -0.0052
P 2.9233 8.3892 10.179 0.0251 0.1146 -0.0186
Si 6.6577 3.4087 17.4267 -0.0041 -0.0036 -0.0053
Si 1.1504 0.2548 19.8223 -0.0026 0.0007 -0.0082
Si 3.1907 2.8069 12.2797 -0.0066 -0.0034 -0.0029
Si 7.206 5.4352 19.704 -0.0011 0.0016 -0.0052
Si 5.6352 8.5762 11.5128 0.0011 0.0094 -0.0005
Si 5.7115 6.0074 13.2295 -0.0045 0.0004 -0.0019
Si 4.5627 9.7388 17.6976 -0.0023 0.0031 -0.0038
Si 1.0191 3.6275 22.1863 -0.0027 0.0016 -0.0036
Si 4.8949 1.5305 18.8274 0.0004 0.0004 -0.0073
Si 3.2126 3.0522 9.5052 0.0004 0.0094 0.0137
Si 6.3201 10.7787 13.7556 -0.0051 -0.0027 -0.0052
Si 10.2204 0.1477 16.003 -0.0032 0.0027 -0.0044
Si 5.6439 3.6072 11.1675 -0.0007 0.0001 0.0024
Si 9.7857 3.9076 11.9327 0.0017 0.001 0.0098
Si 2.2215 9.9699 15.6937 -0.0017 0.0012 -0.008
Si 6.0572 8.1602 19.836 -0.0016 0.0008 -0.0068
Si 6.947 4.006 22.388 -0.0011 0.0027 -0.0061
Si 9.7287 2.8476 17.3433 0.0008 0.016 -0.0229
O 7.0984 6.2935 14.0531 0.0015 0.0014 0.0003
O 1.8476 7.0989 18.7229 0.0001 -0.0039 0.0002
O 10.3546 4.0047 16.4186 0.0097 0.0133 -0.0079
O 6.0682 9.9529 17.0579 -0.001 -0.0004 0.0017
O 10.0121 0.6989 14.4857 -0.005 0.0017 0.0022
O 8.4239 6.159 18.8621 -0.0011 0.0024 0.0038
O 5.0415 0.6428 14.4146 -0.0036 0.0014 0.003
O 5.7444 2.0698 17.5518 0.0024 0.006 0.0027
O 8.3354 1.9944 20.5251 0.0003 0.0029 0.0046
O 1.9442 4.3407 18.4429 -0.0006 0.0071 0.0029
O 6.951 2.767 10.6392 -0.0084 -0.0044 0.0116
O 4.8268 2.6541 12.2128 -0.0042 0.0024 -0.0012
O 5.9337 4.434 16.3878 -0.002 0.0006 0.0044
O 4.569 3.9001 9.9394 -0.0043 -0.0068 -0.0008
O 10.6804 2.8385 21.533 -0.0008 0.0004 0.0041
O 9.6769 6.1925 14.9758 0.0038 -0.0095 0.004
O 5.9959 6.525 19.8715 -0.0023 0.0012 0.0053
O 4.0534 0.2283 18.3285 -0.0024 -0.0022 0.004
O 9.1415 10.56 12.2674 0.0005 -0.0046 0.0011
O 2.8381 4.3743 12.6172 -0.0045 0.0029 0.0002
O 1.8864 10.7408 21.2311 -0.0016 0.0029 0.0045
O 3.9928 2.786 19.3751 -0.0025 0.0026 0.006
O 0.6031 10.0891 16.0633 0.0023 0.0017 0.0024
O 1.2548 9.8442 18.8623 -0.0037 -0.0007 0.0063
O 1.7118 1.706 19.2961 -0.0016 0.0031 0.0053
O 8.8019 10.4396 16.519 -0.0026 0 0.0027
O 4.8253 8.6271 18.8681 -0.0052 0.0038 0.0019
O 9.5134 8.701 10.5583 -0.0088 -0.0064 -0.0028
O 6.7151 4.1329 18.8806 -0.0056 -0.0022 0.0012
O 2.7505 1.7681 13.4297 -0.0034 -0.0002 0
O 5.8406 8.8033 21.3046 -0.0039 -0.0013 0.0015
O 2.5238 2.4196 10.8492 -0.0001 0.0008 0.0043
O 7.6261 4.8853 21.1839 -0.0021 0.0031 -0.0001
O 5.1389 7.3974 12.5534 0.0025 -0.0048 0.0026
O 0.2134 9.0174 12.7583 0.0303 -0.0161 0.0018
O 7.444 1.031 13.5391 -0.0025 0.0025 0.0001
O 7.0001 9.6237 14.7386 -0.0027 0.0017 0.0038
O 8.9203 5.0349 12.7282 -0.0019 -0.0011 -0.0038
O 8.0362 8.0598 16.9102 -0.004 0.0036 0.0014
O 6.2271 2.6056 21.9201 -0.0032 -0.0021 0.0052
O 2.3208 9.0524 14.3207 -0.0076 0.003 0.0042
O 0.3686 4.5038 11.9009 0.003 0.0063 0.0075
O 0.7719 8.358 20.9547 -0.0026 -0.0013 0.0013
O 9.3459 3.8454 10.3706 0.0042 0.0095 0.0019
O 9.5638 2.3931 12.5596 -0.0057 0.0017 -0.005
O 7.5884 8.6081 19.3911 -0.0026 0.0021 0.0039
O 2.5233 9.0193 11.6529 -0.0224 -0.0468 0.0057
O 3.9168 3.0449 15.4218 -0.0013 -0.0001 0.0021
O 0.9402 4.7338 14.4305 -0.0197 0.0283 0.018
O 10.0329 3.0768 18.9352 -0.0021 0.0024 -0.0021
O 8.9122 7.8072 12.9796 -0.0054 -0.0039 0.0014
O 10.4984 0.6013 20.0677 -0.0024 0.0035 0.0061
O 6.0101 4.9749 11.9788 -0.0021 0.0058 -0.0007
O 8.1332 2.8952 16.9832 0.0099 0.0039 0.005
O 3.4437 5.5045 16.736 -0.0011 -0.001 0.0041
O 4.5153 8.8772 10.3118 -0.0366 -0.0389 0.0162
O 1.6629 6.7765 12.8824 -0.0089 -0.0008 -0.0016
O 4.6518 5.4535 14.3518 0.0001 -0.0001 0.0023
O 2.0704 3.8838 20.9557 0.0006 0.0003 -0.002
O 10.4484 1.4338 16.9727 -0.0132 0.0079 0.0039
O 0.8515 6.1416 16.6378 -0.0107 -0.0161 -0.0062
O 7.3651 10.9862 21.9343 -0.0026 0.0035 0.0045
O 5.9115 0.9458 19.9514 -0.0053 0.0029 0.0028
O 5.9221 9.9566 12.3767 0.0019 0.0001 0.0005
O 2.7398 0.5853 15.6546 -0.0023 -0.0024 0.0025
O 6.9701 7.9786 10.7459 0.0146 -0.0004 -0.0201
O 10.2076 8.0741 18.6921 -0.0038 0.0011 0.005
O 3.3256 9.2468 16.7141 -0.0088 -0.0001 0.001

Results
free energy: -137176.432 eV
free energy less fixed offsets of O -568.88, P -755.39, Si -635.61 eV per atom: 2.948 eV

The program warned: the cutoff lies below the one the program advises for these potential files; the exchange-correlation potential is rough where the density is thin.
